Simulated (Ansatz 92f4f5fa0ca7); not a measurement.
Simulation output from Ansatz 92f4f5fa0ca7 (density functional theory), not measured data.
Periodic cell of 223 atoms, Si131O90As2, from a study of silicon, its oxide and their interface. The atomic structure is a simulated model.
Doubt: the cutoff is far below the 930 eV that the study's wrapper takes by default for these files, so forces and energies are approximate.
This geometry differs little from another in the collection (a relaxation step or a small displacement).

Settings
functional: PBE
potential files: Ansatz PAW
basis: plane waves
wave-function cutoff: 580 eV
density cutoff ratio: 5
exchange-correlation grid ratio: 1
k mesh: 1 x 1 x 1, Gamma-centred
self-consistency stop: 5e-08 eV per atom in the density residual
occupations: fixed
spin: none
net charge: 0

Cell vectors (angstrom)
a	10.938	0	0
b	0	10.938	0
c	0	0	32.1988

Atoms: element, x, y, z (angstrom)
Si	10.5908	0.2275	24.8467
Si	5.7411	10.6803	24.7341
Si	2.4799	2.9155	24.6261
Si	8.4263	2.4663	24.8118
Si	0.2751	5.1677	24.7429
Si	5.1581	5.7501	24.6734
Si	2.9366	8.0078	24.5855
Si	7.9407	8.4348	24.7198
Si	1.3311	1.3823	26.0256
Si	6.8469	1.3133	26.1074
Si	4.0462	4.1073	25.9711
Si	9.6059	4.0624	26.0724
Si	1.3984	6.8284	25.987
Si	6.7693	6.8515	26.015
Si	4.1029	9.5369	25.9866
Si	9.4712	9.5698	26.1298
Si	2.7297	-0.0073	27.3408
Si	8.1629	-0.0191	27.5353
Si	0.0085	2.7189	27.4716
Si	5.4394	2.7479	27.3518
Si	2.728	5.4664	27.4121
Si	8.1841	5.471	27.3503
Si	-0.004	8.1833	27.3647
Si	5.4379	8.1991	27.433
Si	4.0828	1.3724	28.7329
Si	9.5735	1.358	28.8352
Si	1.3643	4.1143	28.8033
Si	6.8238	4.0995	28.735
Si	4.0927	6.8202	28.7947
Si	9.5575	6.8255	28.7422
Si	1.3697	9.5622	28.7335
Si	6.7831	9.5492	28.8435
Si	0.0158	-0.0185	30.1485
Si	5.4413	0.0219	30.1505
Si	2.7366	2.7354	30.14
Si	8.1895	2.7439	30.1425
Si	-0.0118	5.479	30.144
Si	5.4742	5.4608	30.141
Si	2.7245	8.2043	30.138
Si	8.2062	8.1927	30.1463
Si	1.3673	1.3673	31.515
Si	6.8362	1.3673	31.515
Si	4.1018	4.1018	31.515
Si	9.5708	4.1018	31.515
Si	1.3673	6.8362	31.515
Si	6.8362	6.8362	31.515
Si	4.1018	9.5708	31.515
Si	9.5708	9.5708	31.515
Si	2.7345	0	0.6835
Si	8.2035	0	0.6835
Si	0	2.7345	0.6835
Si	5.469	2.7345	0.6835
Si	2.7345	5.469	0.6835
Si	8.2035	5.469	0.6835
Si	0	8.2035	0.6835
Si	5.469	8.2035	0.6835
Si	4.1086	1.3729	2.0562
Si	9.5696	1.3541	2.0656
Si	1.3406	4.1329	2.0168
Si	6.8371	4.1002	2.059
Si	4.0852	6.8674	2.0217
Si	9.5767	6.8317	2.0489
Si	1.384	9.5564	2.0521
Si	6.8324	9.5851	2.0608
Si	0.0258	-0.0226	3.4128
Si	5.4739	0.0063	3.4813
Si	2.7643	2.824	3.341
Si	8.1902	2.7064	3.4711
Si	0.0049	5.4747	3.4441
Si	5.4458	5.4992	3.3531
Si	2.7737	8.2263	3.4578
Si	8.2134	8.208	3.4002
Si	1.4295	1.4179	4.6595
Si	6.9245	1.2515	4.8781
As	4.3031	3.974	4.7819
Si	9.6054	4.0542	4.7957
Si	1.4214	6.8237	4.7879
Si	6.8077	6.8531	4.7255
Si	4.1627	9.5464	4.8744
Si	9.6138	9.511	4.7933
Si	2.7848	0.1071	6.0658
Si	8.2598	-0.1232	6.2937
Si	0.0664	2.6592	6.1184
As	6.1014	2.1022	6.94
Si	2.8682	5.4282	6.0357
Si	8.1321	5.4166	6.0283
Si	0.0413	8.1454	6.171
Si	5.5547	8.1704	6.2747
Si	3.9298	1.4565	7.6996
Si	9.8508	1.1136	7.5054
Si	1.7825	3.7774	7.2854
Si	6.7157	4.3187	7.5782
Si	4.4053	6.5198	7.5147
Si	9.3667	6.872	7.3742
Si	1.1747	9.9061	7.3027
Si	7.2099	9.1686	7.6989
O	8.3465	8.0041	7.9814
O	2.9618	2.7758	7.8563
O	9.5231	1.3525	24.2533
O	4.0539	6.866	24.112
O	0.0656	0.0034	7.9947
O	5.4548	5.3133	7.9816
O	6.8514	9.5701	24.1872
O	1.3684	4.0589	24.1546
O	3.8094	7.2337	8.907
O	1.1265	4.4173	8.6347
O	9.875	5.9593	8.6574
O	2.2207	9.363	8.4507
O	7.5434	3.9887	8.9724
O	4.243	0.9015	9.2298
O	6.7627	9.5363	9.2422
O	9.1989	1.8419	8.8363
O	7.709	3.1497	23.5053
O	10.4991	5.8419	23.4324
O	5.0977	0.44	23.3975
O	5.8637	5.0933	23.3401
O	3.1052	2.2066	23.2614
O	2.2983	8.715	23.2165
O	8.616	7.7491	23.3805
O	0.241	10.345	23.5701
Si	4.3945	1.5691	22.4616
Si	3.5103	7.8999	14.0277
Si	7.1298	0.9513	14.6619
Si	0.9486	9.3523	22.5115
Si	1.1766	4.2834	11.8558
Si	6.2818	8.9459	15.3149
Si	0.7393	1.3398	12.2893
Si	8.6396	4.9432	20.5023
Si	0.3916	5.6781	9.3221
Si	5.1391	3.1213	17.9713
Si	0.9274	3.7432	16.7584
Si	10.4309	2.8409	19.2297
Si	5.2855	1.1488	10.4922
Si	0.9094	0.1695	19.8368
Si	6.6719	9.4161	10.882
Si	9.3682	9.666	18.3122
Si	9.4307	9.205	12.5647
Si	6.5737	3.8443	22.5715
Si	2.4546	8.0418	9.3586
Si	10.6171	7.3522	17.072
Si	2.5439	6.27	16.5834
Si	10.1997	4.4713	14.2065
Si	6.1655	9.1742	18.5114
Si	8.0027	2.58	9.6769
Si	8.9506	2.1074	12.5032
Si	5.3626	6.239	18.0727
Si	3.9465	0.5461	19.4664
Si	4.2575	3.8263	12.1077
Si	5.5612	6.5629	12.1402
Si	8.0381	2.498	17.2266
Si	4.3812	2.4848	14.9939
Si	1.583	1.2002	15.2625
Si	1.6116	9.3844	12.0243
Si	8.0735	6.8268	13.8613
Si	10.4119	9.8162	15.4773
Si	9.8084	7.0117	22.542
Si	8.1269	5.4747	17.3974
O	6.074	7.9045	11.2754
O	6.0369	9.1791	16.895
O	7.7303	1.3154	13.1961
O	1.0102	1.7437	13.8443
O	9.4292	6.2693	16.8674
O	6.7802	6.1779	13.1393
O	5.1521	4.6614	18.6306
O	9.2685	2.151	18.2641
O	2.391	0.0915	19.0677
O	9.4353	10.2123	16.7497
O	2.7858	4.4291	11.7168
O	5.0922	10.3143	19.0998
O	9.4789	3.1543	13.6077
O	0.4824	1.7574	19.9609
O	3.2057	1.3365	15.134
O	8.1883	5.3642	19.0104
O	3.9194	6.6016	17.3964
O	4.6372	3.2709	16.4115
O	9.061	5.6236	14.3089
O	5.4517	2.7597	22.1202
O	10.739	4.2105	15.7046
O	0.3816	3.8603	18.2926
O	10.4515	10.5159	19.197
O	9.6658	9.9845	14.0231
O	10.9038	8.1242	22.0834
O	1.19	2.1556	16.5169
O	9.7491	3.7431	20.4123
O	8.1681	4.0208	16.6711
O	-0.002	9.0738	11.8947
O	6.6282	2.4301	18.0495
O	5.5944	10.6434	11.2631
O	7.7783	9.5818	18.8298
O	10.089	0.9785	12.1046
O	1.1996	7.0605	9.1008
O	0.6092	4.75	13.3162
O	5.7395	7.6136	18.9864
O	5.2445	5.0389	11.5468
O	2.7354	6.9566	15.1168
O	0.9299	2.7136	11.4415
O	0.8834	10.6789	15.5307
O	2.4623	8.5796	10.8878
O	4.6615	2.3757	11.4107
O	4.1985	3.5482	13.7452
O	2.267	4.653	16.513
O	10.7518	8.2339	15.6952
O	6.9166	10.2888	14.6773
O	2.3673	8.9204	13.4128
O	8.0216	1.5031	15.9272
O	4.1471	6.9679	12.8526
O	4.2094	2.0038	18.7366
O	7.3005	4.4106	21.2457
O	8.551	2.9434	11.1681
O	1.1981	6.8239	17.3545
O	5.6844	1.6209	14.686
O	8.1626	9.7082	11.5933
O	9.2122	6.283	21.223
O	9.0049	7.6707	12.8521
O	1.7017	0.0895	11.8576
O	6.6569	6.1294	17.055
O	7.4223	7.7959	15.0221
O	1.2317	10.28	21.2097
O	10.0723	8.1927	18.3519
O	3.9611	0.8338	21.0802
O	0.3318	5.2894	10.8868
O	6.7299	1.5986	9.8953
O	4.7959	8.6765	14.6804

Results
free energy: -144176.739 eV
free energy less fixed offsets of As -4856.12, O -568.88, Si -635.61 eV per atom: -0.389 eV

Forces (eV/angstrom), in the order of the atoms: element, x, y, z
Si	-0.0052	-0.0083	0.0313
Si	0.0172	-0.001	0.0019
Si	0.0051	0.0108	0.0185
Si	0.0037	-0.0108	0.0022
Si	0.0137	-0.0018	0.002
Si	-0.0141	-0.0091	0.0074
Si	-0.0022	-0.0192	0.0165
Si	0.0103	0.0074	0.0182
Si	0.0096	-0.0004	-0.0067
Si	-0.0036	0.0016	0.0005
Si	-0.0002	-0.0029	-0.0018
Si	-0.0061	0.0094	0.0028
Si	0.0009	0.0058	0.0025
Si	0.0096	0.0002	-0.0042
Si	-0.014	0.0034	0.001
Si	-0.0039	-0.0058	-0.004
Si	-0.0073	0	-0.0215
Si	-0.0085	-0.0148	0.085
Si	0.0063	0.0038	0.0735
Si	0.0019	-0.0042	-0.0155
Si	0.0042	0.0074	0.0397
Si	0.0025	-0.0048	-0.0169
Si	-0.0011	-0.0025	-0.0178
Si	-0.0043	-0.009	0.0533
Si	0.0205	-0.0154	0.0303
Si	-0.0199	-0.0047	-0.0673
Si	-0.0065	-0.0055	-0.0465
Si	0.0177	-0.01	0.0328
Si	-0.0216	0.0066	-0.0343
Si	0.0073	0.0099	0.0247
Si	-0.0074	-0.0029	0.0312
Si	0.0496	0.0301	-0.0719
Si	0.0228	-0.0055	0.015
Si	-0.0467	-0.0044	0.0264
Si	-0.0217	-0.019	0.0193
Si	0.0168	0.0329	0.0162
Si	-0.0188	0.0016	0.0203
Si	0.0243	0.011	0.014
Si	0.0132	0.0188	0.008
Si	0.0007	-0.0209	0.0193
Si	0.0815	-0.0317	-0.0269
Si	-0.0534	0.093	-0.0585
Si	0.0582	-0.063	-0.0288
Si	-0.1171	0.0224	-0.0781
Si	-0.0681	0.0612	-0.1054
Si	0.0398	-0.1016	0.0052
Si	-0.0972	0.0766	-0.071
Si	0.0369	-0.0756	-0.0162
Si	0.0302	-0.0268	0.1037
Si	-0.0256	0.0247	0.0107
Si	-0.1777	-0.0981	-0.007
Si	0.1357	-0.0707	0.0572
Si	-0.1158	0.2001	-0.2234
Si	0.0709	-0.0935	0.0777
Si	0.106	-0.1091	0.0509
Si	0.0853	0.1977	-0.0807
Si	0.0213	-0.0469	0.0726
Si	0.0053	0.0191	0.0463
Si	0.1053	0.0119	0.1346
Si	0.0607	-0.0484	0.0554
Si	-0.0246	-0.1059	0.1395
Si	-0.05	-0.0073	0.0627
Si	0.0199	0.0567	0.05
Si	-0.0104	-0.0118	0.034
Si	-0.0212	0.028	-0.0704
Si	-0.0081	-0.0289	-0.1437
Si	-0.1704	-0.0644	-0.1938
Si	0.0593	0.0054	-0.1495
Si	0.0037	0.0201	-0.1291
Si	0.0426	0.1379	-0.1757
Si	-0.0662	-0.051	-0.1418
Si	0.0109	0.0117	-0.0692
Si	0.0073	-0.005	0.0345
Si	0.0193	-0.0293	0.1464
As	-0.052	0.0759	0.0852
Si	-0.0163	-0.003	0.0478
Si	0.0546	-0.0327	0.1446
Si	-0.0101	-0.017	0.0498
Si	0.0102	0.0125	0.0754
Si	-0.0023	-0.0397	0.1667
Si	0.0253	0.0795	0.0452
Si	-0.01	0.0134	-0.1543
Si	0.0407	-0.0046	0.0478
As	0.2875	-0.3322	-0.0723
Si	-0.1063	0.127	0.0395
Si	-0.0281	-0.0128	0.0316
Si	0.0114	0.0227	-0.1049
Si	0.02	-0.0406	0.0342
Si	-0.0782	0.1084	-0.1383
Si	0.0178	-0.0106	-0.0811
Si	-0.1177	0.0103	-0.1515
Si	-0.0791	0.1559	-0.1105
Si	0.0271	0.0177	-0.0996
Si	0.0399	0.0252	-0.0574
Si	-0.0535	-0.0483	-0.0561
Si	0.0408	-0.0252	-0.0125
O	-0.0371	0.029	-0.0008
O	-0.0345	-0.0794	0.0612
O	-0.0036	0.008	0.0053
O	0.0037	0.0084	0.0027
O	-0.0033	0.0087	0.0341
O	-0.009	0.1403	0.0649
O	-0.0082	0.0003	0.0101
O	-0.0069	-0.0023	0.0074
O	-0.0399	-0.0109	0.0112
O	0.0072	0.0415	0.0167
O	0.0304	-0.0156	0.0404
O	0.0084	-0.0366	0.0471
O	-0.0178	-0.1095	-0.0299
O	0.0635	-0.0244	-0.033
O	-0.0197	0.0266	0.0388
O	-0.0163	0.0116	0.0564
O	-0.0091	0.0099	-0.0067
O	-0.0104	0.0103	-0.0045
O	-0.0091	0.0059	-0.0009
O	0.0114	-0.009	0.0024
O	0.0125	-0.0133	-0.0071
O	-0.0111	0.012	-0.0033
O	0.0104	-0.0105	-0.0101
O	0.0096	-0.0072	-0.0225
Si	-0.0055	0.0042	-0.0035
Si	0.0031	-0.0073	0.0023
Si	-0.0034	0.0097	-0.0062
Si	0.0031	-0.0054	-0.0067
Si	0.002	0.0063	0.0052
Si	-0.0001	0.0022	-0.0056
Si	-0.0071	0.0078	0.0114
Si	-0.0032	0.0063	-0.0085
Si	-0.0569	0.0068	0.0381
Si	-0.0011	-0.0056	-0.012
Si	-0.0004	0.001	-0.0151
Si	-0.0009	-0.0002	-0.0126
Si	0.0192	0.0102	0.0376
Si	0.0082	-0.0052	-0.0153
Si	0.0046	-0.0104	-0.0049
Si	0.003	0.0027	-0.0101
Si	-0.0073	0.0024	0.0106
Si	-0.0011	0.0005	-0.0091
Si	0.0051	0.0303	0.0226
Si	-0.0027	-0.004	-0.0126
Si	0.002	-0.003	-0.0096
Si	-0.0072	-0.0232	0.0021
Si	-0.0027	0.0026	-0.0118
Si	0.032	0.0345	0.033
Si	0.0031	0.0108	0.0074
Si	0.0039	0.0002	-0.0165
Si	-0.003	-0.0014	-0.0085
Si	0.0086	-0.0025	0.0038
Si	0.0032	-0.0087	0.0042
Si	-0.0013	0.0005	-0.0121
Si	0.0174	-0.0013	-0.0104
Si	0.0022	0.0067	-0.0098
Si	0.0005	0.005	0.0136
Si	0.0001	0.0005	-0.004
Si	-0.0041	-0.0037	-0.0045
Si	-0.0021	-0.0007	-0.0024
Si	0.0001	-0.0017	-0.0103
O	-0.0018	0.0054	-0.0032
O	0.0015	-0.0012	0.0008
O	0.003	0.0028	0.0013
O	0.0033	-0.0056	-0.0031
O	0.004	0.0036	0.0113
O	-0.0067	-0.0007	0.0019
O	-0.0002	0.0015	0.0159
O	-0.0056	-0.0002	0.0104
O	0.0013	0.001	0.0128
O	0.0036	0.0006	0.0035
O	-0.0034	0.0002	0.0037
O	0.0038	-0.0039	0.0128
O	0.0146	0.0155	0.0117
O	-0.0023	0.0024	0.0163
O	-0.0096	-0.0005	0.0132
O	-0.0007	0.0014	0.0015
O	-0.0083	-0.0002	0.0119
O	0.0008	-0.0061	-0.0011
O	0.0036	-0.0086	0.0114
O	0	-0.001	0.0119
O	-0.005	0.0075	-0.0145
O	0.0045	0.002	0.0073
O	-0.0078	-0.0035	0.0098
O	-0.0002	-0.0038	0.0034
O	0.0019	0.001	0.0125
O	0.0013	-0.0007	0.0008
O	0.0036	-0.005	0.0127
O	0.001	-0.0024	0.0121
O	0.0066	-0.0022	0.0037
O	0.0084	0.0021	0.0108
O	0.0101	-0.0051	0.0066
O	0.0012	-0.0008	0.0161
O	0.0134	0.003	0.006
O	-0.0006	-0.0211	-0.0279
O	-0.0065	-0.0065	0.0084
O	0.0006	-0.0023	0.0154
O	-0.0039	-0.0022	0.0134
O	0.0031	0.0059	0.0045
O	0.0043	-0.008	-0.0008
O	0.0025	0.0042	0.0086
O	0.013	-0.0116	0.0143
O	-0.008	-0.004	0.0086
O	-0.0002	-0.0001	0.0025
O	-0.003	0.0011	0.015
O	0.0015	0.0052	0.0093
O	-0.0008	0.0004	0.0097
O	-0.0081	0.0036	0.0036
O	-0.0064	-0.0031	0.0066
O	0.0024	-0.0012	0.0017
O	0.0046	0.0071	0.011
O	0.0084	0.0049	0.0049
O	-0.0051	-0.005	0.0037
O	0.0016	-0.0007	0.0134
O	-0.0059	0.0058	0.0085
O	-0.0062	0.003	-0.0027
O	-0.0056	-0.0098	0.0029
O	0.0044	0.004	0.0023
O	0.0015	0.0024	0.0018
O	0.0017	0.0001	0.0121
O	0.0043	-0.0026	0.0102
O	0.0011	0.0112	-0.0013
O	0.0009	-0.0029	0.0091
O	-0.0023	-0.0057	-0.0026
O	0.0021	-0.0151	0.0179
O	-0.0289	0.0219	-0.0274
O	-0.0057	-0.0017	0.009

The program warned: the cutoff lies below the one the program advises for these potential files; the exchange-correlation potential is rough where the density is thin.
